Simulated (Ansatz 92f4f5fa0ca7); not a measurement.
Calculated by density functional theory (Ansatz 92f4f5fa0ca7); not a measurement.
Periodic cell of 208 atoms, Si128O80, from a study of silicon, its oxide and their interface. The atomic structure is a simulated model.
Doubt: the cutoff is far below the 930 eV that the study's wrapper takes by default for these files, so forces and energies are approximate.
This geometry differs little from another in the collection (a relaxation step or a small displacement).

Settings
functional: PBE
potential files: Ansatz PAW
basis: plane waves
wave-function cutoff: 580 eV
density cutoff ratio: 5
exchange-correlation grid ratio: 1
k mesh: 1 x 1 x 1, Gamma-centred
self-consistency stop: 5e-08 eV per atom in the density residual
occupations: fixed
spin: none
net charge: 0

Cell vectors (angstrom)
a  10.938  0  0
b  0  10.938  0
c  0.4687  0.8381  30.9193

Atoms and the computed forces on them: element, x, y, z (angstrom), force x, y, z (eV/angstrom)
Si  2.1264  -0.7999  23.3494  0.0996  -0.003  0.2124
Si  5.1775  1.6786  23.3546  0.1179  -0.0548  0.0324
Si  1.5005  5.1805  23.4477  -0.0998  0.0361  0.0509
Si  4.3134  -3.1074  23.4954  0.0098  0.2708  -0.0253
Si  -3.7804  0.2019  23.2961  -0.2595  -0.1402  -0.0017
Si  -1.2607  2.529  23.3803  -0.1364  0.2058  0.0055
Si  7.3862  4.7826  23.5299  0.1875  -0.1961  0.0986
Si  -0.7427  -3.5214  23.5655  0.0313  -0.0474  0.1373
Si  3.3068  0.8154  24.6297  0.0385  -0.0053  -0.0628
Si  5.8859  3.4991  24.7577  -0.093  -0.0532  0.0171
Si  3.1343  -4.6846  24.7464  -0.04  -0.0147  0.05
Si  5.8564  -2.0377  24.8683  0.005  0.1672  -0.2283
Si  -2.2324  0.961  24.8353  0.0012  -0.0541  0.1026
Si  0.4442  3.53  24.6903  -0.0445  -0.0016  -0.0074
Si  8.6255  6.2827  24.8663  0.0735  -0.0309  -0.0826
Si  0.485  -1.875  24.7311  0.014  0.0122  -0.0409
Si  1.8782  2.1777  26.0432  -0.0026  -0.0327  -0.0168
Si  4.5436  4.9244  26.1098  0.0638  -0.0378  -0.0568
Si  1.8339  -3.2505  26.1403  -0.0284  -0.023  -0.0671
Si  4.5708  -0.5181  26.1438  0.0268  -0.0413  -0.0183
Si  7.2852  2.2348  26.1975  0.011  0.044  -0.1033
Si  10.0421  4.8898  26.1509  0.0511  0.0618  -0.0595
Si  7.3141  7.6616  26.2034  -0.0565  -0.0081  -0.0751
Si  -0.8953  -0.5203  26.1093  0.0522  0.0161  -0.0521
Si  0.4687  0.8381  27.501  0.2262  0.035  -0.3929
Si  3.2032  3.5726  27.501  -0.1878  -0.0947  -0.2325
Si  0.4687  6.3071  27.501  -0.0158  -0.0948  -0.0372
Si  3.2032  -1.8964  27.501  0.0237  0.0342  0.1143
Si  5.9377  0.8381  27.501  -0.0679  -0.0184  0.2701
Si  8.6722  3.5726  27.501  -0.0223  0.0176  0.4924
Si  5.9377  6.3071  27.501  -0.2563  -0.3248  0.1092
Si  8.6722  -1.8964  27.501  0.1838  0.2319  0.1087
Si  1.3673  -1.3673  3.418  -0.1738  -0.0397  0.3964
Si  4.1018  1.3673  3.418  -0.0774  -0.0247  0.2457
Si  1.3673  4.1018  3.418  -0.1484  -0.2501  -0.3315
Si  4.1018  -4.1018  3.418  0.1362  0.0376  -0.4171
Si  6.8362  -1.3673  3.418  0.2039  0.1696  -0.1161
Si  -1.3673  1.3673  3.418  -0.0752  -0.2822  -0.3948
Si  6.8362  4.1018  3.418  0.0818  0.0676  0.214
Si  -1.3673  6.8362  3.418  0.1162  0.5081  -0.1645
Si  2.6874  0.0275  4.8259  -0.0167  -0.0199  0.0254
Si  5.4852  2.72  4.8039  -0.0128  0.0133  0.0445
Si  2.7401  5.4547  4.7068  0.0319  0.028  0.1078
Si  5.483  -2.7346  4.7441  -0.0029  0.0118  0.0817
Si  -2.716  0.0118  4.7943  0.0116  -0.0021  0.1322
Si  -0.0031  2.6784  4.7512  0.0044  0.001  0.0233
Si  8.224  5.5194  4.7603  0.0346  -0.0219  0.0452
Si  -0.0188  -2.7323  4.8552  0.0219  -0.0017  0.027
Si  1.2625  1.3468  6.2542  -0.0171  0.0332  0.0221
Si  4.0419  4.0636  6.0916  -0.0299  0.0011  0.0228
Si  1.4263  -4.1479  6.1287  -0.0002  0.0242  -0.0999
Si  4.1191  -1.3506  6.0937  0.0305  -0.0458  -0.0617
Si  -4.0837  1.3721  6.1912  0.0519  -0.042  -0.0499
Si  -1.1782  4.2526  6.0178  -0.0257  0.0091  0.0401
Si  6.8399  -4.0813  6.1568  -0.0427  0.0122  0.0032
Si  -1.4014  -1.3414  6.2684  -0.0937  0.0369  0.0158
Si  -0.3746  0.2792  7.706  -0.1017  0.0823  -0.0748
Si  2.3587  3.065  7.423  0.0254  0.0587  0.0021
Si  0.6697  -6.0184  7.3215  -0.092  -0.1205  0.1356
Si  3.0518  -2.9985  7.3274  0.0857  -0.0933  0.0029
Si  5.6428  -0.1737  7.4206  0.1131  0.0092  0.016
Si  -2.782  2.4129  7.9062  0.0327  -0.0142  0.0117
Si  5.2247  5.6494  7.359  -0.1039  0.0285  -0.0889
Si  -3.0837  -2.4403  7.5483  -0.0286  0.1368  -0.0745
Si  1.836  -0.5291  28.8683  0.0214  -0.0542  0.0061
Si  4.5705  2.2054  28.8683  0.0313  -0.0673  -0.0027
Si  1.836  4.9399  28.8683  -0.0452  -0.0115  -0.0169
Si  4.5705  7.6744  28.8683  -0.0467  -0.0025  -0.0251
Si  7.305  -0.5291  28.8683  -0.0249  0.0395  0.0119
Si  -0.8985  2.2054  28.8683  -0.0424  0.0846  -0.0218
Si  7.305  4.9399  28.8683  0.023  -0.0127  0.0254
Si  10.0395  -3.2636  28.8683  0.0217  -0.0101  -0.0126
Si  3.2032  0.8381  30.2355  -0.0057  0.041  -0.0233
Si  5.9377  3.5726  30.2355  -0.0125  0.0247  -0.0268
Si  3.2032  6.3071  30.2355  0.0358  0.0021  -0.0074
Si  5.9377  -1.8964  30.2355  0.0313  -0.0383  -0.0181
Si  -2.2658  0.8381  30.2355  0.0572  -0.0691  -0.0157
Si  0.4687  3.5726  30.2355  0.0013  0.0069  0.0032
Si  8.6722  -4.6309  30.2355  -0.0463  0.0357  -0.015
Si  0.4687  -1.8964  30.2355  -0.0263  -0.0051  -0.0194
Si  1.3673  1.3673  0.6835  0.0432  -0.0541  0.0255
Si  4.1018  4.1018  0.6835  0.0213  -0.0271  0.02
Si  1.3673  6.8362  0.6835  -0.0219  -0.0033  0.0146
Si  4.1018  -1.3673  0.6835  -0.0027  0.0168  -0.0002
Si  6.8362  1.3673  0.6835  -0.0351  0.0542  0.0098
Si  -1.3673  4.1018  0.6835  -0.0363  0.0322  0.0134
Si  6.8362  -4.1018  0.6835  0.021  -0.007  0.0274
Si  -1.3673  -1.3673  0.6835  -0.014  -0.0257  -0.0004
Si  0  0  2.0507  -0.1392  -0.0265  -0.0415
Si  2.7345  2.7345  2.0507  -0.0133  0.0645  -0.0195
Si  0  5.469  2.0507  0.0126  -0.0334  0.0256
Si  2.7345  -2.7345  2.0507  0.0525  -0.024  0.0243
Si  5.469  0  2.0507  -0.0125  -0.0726  0.0366
Si  8.2035  2.7345  2.0507  0.0211  -0.0225  0.0113
Si  5.469  5.469  2.0507  -0.0014  0.0614  -0.0134
Si  8.2035  -2.7345  2.0507  0.1045  0.0964  -0.0424
Si  0.3009  -5.2191  10.256  -0.0101  0.0022  -0.0054
Si  0.9627  -0.7018  20.4806  0.0136  0.0026  -0.0246
Si  7.3215  4.4374  14.5519  0.0023  0.0192  -0.0042
Si  6.8619  -4.7176  12.1136  -0.0049  0.0001  0.0281
Si  0.3031  1.3235  15.9272  0.0111  -0.0224  -0.0089
Si  3.9132  0.2213  12.3837  -0.0136  -0.013  0.0349
Si  2.7032  5.0582  20.6453  0.027  -0.0144  -0.0665
Si  -1.9836  -3.0814  10.4777  0.0274  -0.0077  0.0556
Si  2.2927  0.5519  18.1212  0.0196  0.0201  -0.0212
Si  8.5727  1.3441  20.9079  -0.0557  0.0015  0.0274
Si  4.9536  -0.6693  18.5111  0.008  0.016  -0.0187
Si  0.0403  -0.8208  10.6799  -0.0197  -0.0078  0.043
Si  6.2975  3.9198  9.8769  -0.0087  -0.0117  0.0004
Si  5.7164  1.9162  20.3088  0.0189  0.0099  0.0122
Si  6.9089  -2.9913  19.1952  -0.0157  -0.0126  -0.0367
Si  5.6341  6.1671  21.2556  0.0243  0.0088  -0.0076
Si  8.6554  -2.2609  16.8807  -0.0217  -0.0013  -0.0089
Si  -1.4509  -2.4496  20.755  -0.0086  0.0024  -0.0638
Si  -0.667  4.1781  15.3819  0.0155  0.0004  -0.0098
Si  4.6192  4.4231  15.7906  -0.0104  -0.0086  0.0428
Si  1.026  0.9908  13.0114  0.0056  -0.0039  0.0225
Si  2.5463  -4.605  14.2597  0.0046  -0.0028  -0.0007
Si  4.1557  1.6999  9.654  -0.0101  0.0205  -0.0259
Si  5.6424  2.0642  14.2339  -0.0061  -0.0339  -0.0014
Si  2.2522  -2.884  10.1862  -0.0149  -0.0232  0.0658
Si  3.77  3.3099  18.5467  0.0233  -0.0179  -0.0076
Si  4.2776  -2.8544  12.393  -0.0014  0.0127  0.0294
Si  0.2292  -4.0371  16.368  0.0094  0.0126  0.0009
Si  0.9531  -3.4958  19.3852  0.0007  0.0108  -0.0387
Si  6.7738  -0.0772  16.2669  -0.025  -0.0003  -0.0019
Si  -1.9039  0.4163  17.9747  0.0017  0.0101  -0.0031
Si  0.8789  4.1636  12.785  0.0064  -0.0117  0.0187
O  0.9807  -3.6372  17.7595  -0.0067  -0.0065  -0.0008
O  -0.3267  5.3747  16.4282  0.0006  -0.0129  0.0112
O  4.5329  2.9157  15.112  0.0077  0.0023  -0.0057
O  2.3824  -2.315  8.6684  0.006  -0.0034  -0.0152
O  6.7144  -1.3464  23.6037  -0.017  -0.0078  0.2131
O  2.8982  2.4426  8.8914  0.0207  -0.0332  -0.0175
O  7.505  2.9283  9.3384  -0.0098  0.0256  -0.0088
O  8.7241  14.711  7.2247  0.0141  0.0242  -0.0459
O  2.0702  4.5269  22.0487  0.0123  -0.0113  -0.0179
O  1.5376  0.5538  16.6704  -0.016  0.0058  -0.0059
O  2.461  0.2218  13.1293  -0.0014  0.002  -0.0117
O  0.2075  -0.2805  9.1428  0.0201  -0.0286  0.0341
O  0.396  4.4557  11.265  0.0025  0.0086  -0.0224
O  -0.0743  -5.7827  8.7894  0.1063  -0.0089  -0.1153
O  -2.4523  -3.1092  8.9137  0.0018  -0.0036  0.0297
O  -0.6137  -1.0379  20.775  -0.0076  0.0072  0.0421
O  -1.399  -1.5967  10.8555  -0.002  0.0061  -0.0375
O  6.6699  5.2793  22.1422  -0.0511  0.0302  -0.0712
O  1.5985  -2.0926  19.9088  -0.0029  -0.0148  0.0342
O  3.233  -1.9642  22.97  0.0371  -0.1326  0.0571
O  -1.5985  -2.9648  22.2869  0.0041  0.0124  -0.0235
O  5.1713  -3.4829  22.1397  0.0102  -0.0458  -0.0096
O  5.4853  -3.9401  12.533  -0.0065  0.006  -0.0194
O  0.3921  -4.5999  23.0133  0.0128  -0.0238  -0.0051
O  3.1835  1.8973  18.0423  -0.0148  -0.0069  0.0141
O  3.6795  5.5802  15.1472  -0.0056  0.0072  -0.0111
O  7.5767  -5.2858  13.4811  0.0036  -0.0217  0.0137
O  3.7154  -2.937  10.8692  0.0071  -0.0024  -0.0132
O  4.2774  5.3715  20.8782  -0.0194  -0.0095  0.034
O  4.8768  1.9573  21.7275  -0.0014  0.0071  0.011
O  -0.6146  -3.5554  19.87  0.0061  -0.001  0.04
O  4.6131  -1.2537  12.603  -0.0027  -0.0113  -0.0251
O  -1.705  1.0004  19.463  -0.0039  -0.0129  -0.0047
O  1.3135  2.5933  12.8329  -0.003  0.0063  -0.0175
O  7.7277  -1.3623  15.8424  0.0024  -0.0034  -0.0045
O  5.8556  4.9214  8.6748  0.034  -0.0301  0.0669
O  4.9807  0.7283  8.6295  -0.0464  0.0213  0.0142
O  8.6499  3.9766  15.3888  -0.007  0.003  0.0042
O  7.7253  -3.5123  11.4398  -0.0122  -0.0041  -0.0235
O  6.184  4.8931  15.6492  0.0047  -0.0047  -0.0005
O  0.1462  0.3946  11.7657  0.0108  0.0155  -0.0195
O  4.899  1.3495  12.9978  0.0351  0.0307  0.0153
O  1.8605  6.311  20.082  -0.01  0.016  0.0387
O  -1.1296  1.939  21.8234  -0.01  0.008  -0.0041
O  4.1479  -4.1293  7.8615  0.022  0.0044  0.0163
O  5.0836  2.8983  10.2823  -0.0007  -0.0009  -0.0205
O  6.4573  0.8955  15.0265  -0.0098  0.0181  -0.0189
O  6.4095  -4.3801  19.875  0.0008  -0.0023  0.0223
O  -1.0089  1.0911  16.826  0.0098  0.0095  -0.0038
O  -0.3389  4.4925  13.8146  -0.008  0  0.0017
O  1.7169  -4.4225  10.1927  0.0088  0.0036  -0.0251
O  5.567  -2.0798  19.0375  0.0023  0.0049  0.0255
O  1.2483  -1.8817  10.9896  0.0077  0.0037  -0.0372
O  -1.5384  1.3711  8.1815  0.0238  -0.0089  -0.0061
O  8.5807  3.7322  23.1026  0.0134  0.0758  0.0177
O  2.0793  5.1968  13.1736  0.0012  0.0155  0.0031
O  3.6438  0.6924  10.8342  -0.0058  -0.0218  0.006
O  5.3678  -0.5265  16.9333  0.0224  0.005  -0.0054
O  7.6585  -3.2445  17.7484  0.0168  0.0093  0.0017
O  7.8481  0.1454  21.786  0.0567  0.0287  -0.0266
O  5.1712  3.0865  19.3319  -0.01  0.0143  0.0096
O  3.3274  -0.6812  18.3905  0.0008  0.0002  0.0164
O  3.1578  -3.3098  13.4872  -0.0017  -0.0098  -0.0008
O  1.3201  -3.9808  15.1523  -0.0052  0.0002  -0.0017
O  1.1984  0.4643  19.3475  -0.0055  0.0071  0.0201
O  0.3332  2.9596  15.8367  -0.0111  0.0091  0.0187
O  6.6706  4.9118  11.1276  0.0005  0.0203  -0.025
O  7.5123  0.7264  17.4882  -0.0017  -0.0055  0.011
O  1.6223  -0.2086  21.8939  -0.0508  0.0119  -0.1088
O  2.6102  3.9014  19.516  -0.0051  -0.0051  0.024
O  0.2002  0.7359  14.4053  -0.0085  0.0098  0.0108
O  4.1043  4.3161  17.3239  0.0033  0.0111  -0.0087
O  6.7534  3.1438  13.7133  -0.0002  -0.0169  -0.0009
O  -0.8432  -4.1966  10.755  -0.0154  -0.0003  -0.0467
O  5.4729  0.473  19.5669  -0.0117  -0.0269  0.0037
O  7.9837  -2.2611  20.1822  -0.002  0.0036  0.0333
O  7.2866  2.3105  20.5708  0.0249  -0.022  0.0208
O  -1.0815  -3.0606  16.1169  0.0126  -0.0078  -0.0073
O  -1.5892  -1.1957  17.9314  0.0007  0.0021  0.0254
O  6.7252  -1.2975  8.0233  0.0106  -0.0665  0.0018

Results
free energy: -126870.096 eV
free energy less fixed offsets of O -568.88, Si -635.61 eV per atom: -1.616 eV

The program warned: the cutoff lies below the one the program advises for these potential files; the exchange-correlation potential is rough where the density is thin.
